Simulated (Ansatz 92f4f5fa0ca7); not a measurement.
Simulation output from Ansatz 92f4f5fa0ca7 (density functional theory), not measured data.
Periodic cell of 226 atoms, Si134O92, from a study of silicon, its oxide and their interface. The atomic structure is a simulated model.
Doubt: the cutoff is far below the 930 eV that the study's wrapper takes by default for these files, so forces and energies are approximate.
This geometry differs little from another in the collection (a relaxation step or a small displacement).

Settings: functional PBE; potential files Ansatz PAW; basis plane waves; wave-function cutoff 580 eV; density cutoff ratio 5; exchange-correlation grid ratio 1; k mesh 1 x 1 x 1, Gamma-centred; self-consistency stop 5e-08 eV per atom in the density residual; occupations fixed; spin none; net charge 0.

Cell vectors (angstrom)
a 10.938 0 0
b 0 10.938 0
c 0 0 32.8857

Atoms: element, x, y, z (angstrom)
Si -0.1497 0.1962 25.3602
Si 5.8594 -0.3005 25.439
Si 2.5478 2.9853 25.4934
Si 8.5932 2.4452 25.5418
Si 0.2733 5.1058 25.6271
Si 5.2439 5.6852 25.3559
Si 2.9909 7.9307 25.2225
Si 8.091 8.4 25.2774
Si 1.4237 1.3221 26.7282
Si 6.933 1.3053 26.773
Si 4.1308 4.1452 26.7679
Si 9.6694 3.9805 26.9419
Si 1.4498 6.8305 26.692
Si 6.8927 6.8251 26.6307
Si 4.1631 9.4884 26.6359
Si 9.6195 9.5504 26.6771
Si 2.7994 -0.0644 28.055
Si 8.2691 -0.0561 28.1307
Si 0.0987 2.6226 28.2022
Si 5.5033 2.7106 28.0773
Si 2.754 5.4765 28.1334
Si 8.2159 5.4499 28.086
Si 0.0359 8.1796 28.058
Si 5.5129 8.1571 28.0727
Si 4.1018 1.3673 29.4674
Si 9.5708 1.3673 29.4674
Si 1.3673 4.1018 29.4674
Si 6.8362 4.1018 29.4674
Si 4.1018 6.8362 29.4674
Si 9.5708 6.8362 29.4674
Si 1.3673 9.5708 29.4674
Si 6.8362 9.5708 29.4674
Si 0 0 30.8347
Si 5.469 0 30.8347
Si 2.7345 2.7345 30.8347
Si 8.2035 2.7345 30.8347
Si 0 5.469 30.8347
Si 5.469 5.469 30.8347
Si 2.7345 8.2035 30.8347
Si 8.2035 8.2035 30.8347
Si 1.3673 1.3673 32.2019
Si 6.8362 1.3673 32.2019
Si 4.1018 4.1018 32.2019
Si 9.5708 4.1018 32.2019
Si 1.3673 6.8362 32.2019
Si 6.8362 6.8362 32.2019
Si 4.1018 9.5708 32.2019
Si 9.5708 9.5708 32.2019
Si 2.7345 0 0.6835
Si 8.2035 0 0.6835
Si 0 2.7345 0.6835
Si 5.469 2.7345 0.6835
Si 2.7345 5.469 0.6835
Si 8.2035 5.469 0.6835
Si 0 8.2035 0.6835
Si 5.469 8.2035 0.6835
Si 4.1018 1.3673 2.0507
Si 9.5708 1.3673 2.0507
Si 1.3673 4.1018 2.0507
Si 6.8362 4.1018 2.0507
Si 4.1018 6.8362 2.0507
Si 9.5708 6.8362 2.0507
Si 1.3673 9.5708 2.0507
Si 6.8362 9.5708 2.0507
Si 0 0 3.418
Si 5.469 0 3.418
Si 2.7345 2.7345 3.418
Si 8.2035 2.7345 3.418
Si 0 5.469 3.418
Si 5.469 5.469 3.418
Si 2.7345 8.2035 3.418
Si 8.2035 8.2035 3.418
Si 1.4246 1.3048 4.8265
Si 6.7467 1.4258 4.8113
Si 4.0158 4.1464 4.8195
Si 9.5163 4.1678 4.7111
Si 1.3427 6.8581 4.8244
Si 6.7726 6.9097 4.6651
Si 4.0385 9.6318 4.8759
Si 9.5242 9.6204 4.7498
Si 2.7518 0.0328 6.4908
Si 8.0704 -0.0131 6.1073
Si -0.1731 2.6438 5.9421
Si 5.3549 2.7898 6.2297
Si 2.5883 5.4541 6.2939
Si 8.1743 5.6193 5.9645
Si -0.0477 8.2642 6.1232
Si 5.3846 8.1353 6.0852
Si 3.7597 1.8883 7.8139
Si 9.636 1.1789 7.3729
Si 1.1978 3.76 7.4018
Si 6.6675 4.4559 7.2499
Si 4.3475 6.5512 7.5049
Si 9.2622 7.1553 7.3993
Si 0.9121 9.8287 7.5981
Si 6.9497 9.3003 7.357
O 5.5318 5.4627 7.9295
O -0.0553 0.1981 7.719
O 2.3675 2.822 8.0796
O 8.1407 8.2586 7.8397
O 2.2778 8.5423 23.8401
O 8.145 5.4912 22.791
O 6.9456 9.5262 24.8333
O 1.3859 4.0552 24.9757
O 6.1846 9.9698 8.599
O -0.23 4.1368 8.7773
O 0.7484 9.2153 9.1138
O 7.8288 3.9857 8.3293
O 9.8121 6.5675 8.8518
O 4.493 1.8835 9.2911
O 3.828 7.2796 8.8909
O 9.2926 1.8682 8.8458
O 5.2705 0.5329 24.1585
O 8.0204 3.2773 24.2702
O 11.7553 6.6871 19.7617
O 5.9047 4.879 24.0792
O 8.8229 7.8064 23.8911
O 3.2983 2.3876 24.1616
O 4.1304 6.7935 24.7801
O 11.4117 -0.442 23.9657
Si 11.8013 9.1023 10.7388
Si 7.1544 15.3426 11.4671
Si 8.2941 11.41 15.0317
Si 2.112 13.1529 19.2692
Si 4.7828 13.5821 10.7365
Si 1.7687 -2.3603 17.5588
Si 5.0107 1.4842 18.7133
Si 0.8715 -0.595 20.0473
Si -0.7472 7.7418 12.9537
Si -3.1395 -1.8767 16.5406
Si 9.1966 2.5242 16.6519
Si 8.9961 3.3896 9.2576
Si 6.5816 10.0676 10.2828
Si 10.9396 5.6582 9.5566
Si 1.7585 9.046 14.4736
Si 4.0203 12.1146 23.3505
Si 5.378 3.0339 21.3142
Si -3.7477 7.5924 12.0129
Si -1.8843 -1.8132 19.1456
Si 11.4562 5.6959 21.0196
Si 6.3931 2.3458 15.9475
Si 16.6027 4.4384 14.0729
Si 0.0696 4.9051 12.6316
Si 10.3808 2.2969 13.944
Si 1.7225 9.9048 23.0787
Si 3.1628 4.683 12.1396
Si 6.0019 6.9317 15.9739
Si -4.8104 9.5488 18.9377
Si 10.6532 6.8012 18.5564
Si 4.3549 7.0308 18.5538
Si -0.2403 3.9051 18.7454
Si 4.5693 0.1637 12.1282
Si 12.4954 11.3723 12.665
Si 2.7714 6.9796 10.0949
Si 7.202 4.2652 23.2914
Si 9.4063 6.3899 23.2794
Si 4.7072 -2.31 13.8167
Si 3.2603 4.8288 20.7148
O 9.0563 -1.5784 17.5288
O -4.4722 9.6244 17.3341
O 11.7218 1.7787 13.1581
O 10.5173 6.2134 13.428
O 3.8284 5.8542 19.569
O 12.4419 6.2099 9.3165
O 7.5462 11.2505 10.6458
O -3.4111 -3.465 16.2811
O 5.9173 3.8211 10.5565
O 15.2018 4.7641 13.3196
O -1.2743 1.3357 24.925
O 5.142 8.1751 15.3329
O 8.9237 11.856 16.4991
O 3.0627 8.2735 13.7839
O 4.9873 10.1406 10.9106
O 2.0214 5.4331 21.6223
O 13.2516 8.3346 10.8677
O 1.2727 -1.2474 21.5158
O 1.1204 3.0954 18.307
O 5.5556 2.6443 19.7416
O 3.037 7.6339 17.8503
O 1.9498 -1.7515 16.08
O 0.7408 10.5242 11.515
O 2.9406 0.0262 23.0393
O 3.3801 3.389 11.1728
O 0.3904 7.7154 17.4164
O -0.5437 13.7478 15.5335
O -2.3849 7.886 12.9467
O 7.276 6.0267 11.4665
O 5.194 8.2411 19.3035
O 5.2984 6.4077 17.3643
O 5.763 7.8064 12.847
O 10.697 5.2619 11.0716
O -0.4755 6.49 22.0383
O -1.6622 1.0763 13.8635
O -0.5265 5.3092 17.9458
O 8.1126 9.7959 15.1103
O 6.8548 3.9843 13.0278
O 4.5643 4.4313 21.5933
O 8.5365 3.7383 10.7724
O 7.5626 9.4399 19.754
O 10.685 8.1058 11.4093
O 7.7544 14.1703 16.2776
O 1.782 10.6011 14.0569
O 0.2541 8.5444 13.9989
O 10.081 3.6653 13.107
O 14.3223 6.0041 11.2137
O -3.7573 8.5297 10.7155
O -0.1799 4.3219 20.3589
O 6.8097 12.0727 14.9315
O 13.9451 11.5862 12.0038
O 16.2661 3.2717 15.1562
O 6.8129 3.3407 22.0111
O 5.2768 12.5831 11.9337
O 5.3592 10.9367 19.3128
O 3.387 1.5717 18.4886
O 9.5258 2.9047 18.2063
O 1.2605 11.9497 20.0206
O 1.6567 9.6667 18.7796
O 10.2433 5.6566 24.4428
O 6.1604 5.732 14.9082
O 4.6164 1.7531 21.9686
O 2.7082 14.2948 20.2612
O -0.7409 20.9951 19.8573
O 4.8282 -0.6867 13.5265
O 5.7274 1.7443 17.2925
O 1.6699 4.6425 12.7954
O 9.3488 7.5043 19.2568

Results
free energy: -137503.505 eV
free energy less fixed offsets of O -568.88, Si -635.61 eV per atom: 5.195 eV

Forces (eV/angstrom), in the order of the atoms: element, x, y, z
Si -0.0102 0.0127 -0.0152
Si -0.0055 -0.0049 0.0209
Si -0.0126 0.0085 -0.0069
Si 0.0067 -0.0066 0.0304
Si -0.0018 -0.0012 0.0068
Si -0.0102 0.0112 -0.0165
Si 0.0078 -0.0004 0.005
Si -0.0098 0.0047 -0.0274
Si 0.0083 -0.0054 0.014
Si 0.004 -0.0027 -0.0031
Si 0.0039 -0.0064 0.0111
Si 0.0069 -0.0052 -0.0079
Si -0.0044 -0.0031 -0.0021
Si 0.0065 -0.0103 0.0141
Si 0.0007 0.0065 -0.0015
Si 0.014 -0.0071 0.0108
Si -0.0006 -0.0004 -0.0075
Si -0.0146 0.0122 0.0056
Si -0.0027 0.0089 -0.0044
Si 0.0007 0.0022 -0.0021
Si -0.0042 0.0047 0.002
Si -0.0017 0.0022 -0.006
Si 0.0032 -0.001 -0.0041
Si -0.0076 0.0041 0.0076
Si 0.1075 -0.1292 -0.2828
Si 0.1293 -0.4477 0.5874
Si 0.2718 0.0035 0.3872
Si -0.0128 -0.0065 -0.0977
Si 0.2563 0.064 0.1595
Si 0.0727 0.019 -0.261
Si 0.1152 -0.0769 -0.2848
Si 0.0209 -0.1988 -0.006
Si -0.1276 0.0721 0.0398
Si 0.0251 0.0106 -0.025
Si -0.0164 0.1559 0.0229
Si 0.0048 0.0264 -0.0426
Si -0.0327 -0.0343 -0.0248
Si -0.0631 0.0227 -0.0009
Si 0.0429 0.0432 -0.0205
Si -0.0662 0.0522 -0.0022
Si 0.0157 -0.0871 -0.0215
Si 0.0318 0.0226 -0.0262
Si 0.0878 -0.0724 0.0018
Si -0.0061 -0.0173 -0.0154
Si -0.0075 -0.0269 -0.0253
Si 0.0609 -0.0531 -0.02
Si -0.0164 -0.0077 -0.0143
Si 0.0926 -0.0587 -0.0045
Si 0.004 0.0419 0.0419
Si -0.0777 0.0203 0.0076
Si -0.045 0.066 0.0114
Si 0.0097 0.0282 0.0095
Si -0.043 0.0175 0.0189
Si -0.0376 0.0398 0.0491
Si -0.0509 0.0051 0.0079
Si -0.0286 0.0524 0.0024
Si 0.0304 -0.0226 0.0059
Si 0.0847 0.0089 0.0568
Si -0.0309 -0.0497 0.0421
Si -0.08 -0.173 -0.0325
Si 0.0876 -0.0561 0.0174
Si 0.0638 0.0242 -0.0122
Si -0.0899 -0.0794 -0.0203
Si 0.1332 -0.0423 -0.0146
Si 0.2697 -0.0387 -0.0542
Si -0.3318 0.0614 0.3175
Si -0.0248 -0.1298 0.1494
Si -0.4935 0.0511 -0.0694
Si 0.2136 0.2763 -0.1683
Si -0.4401 -0.1764 -0.2444
Si -0.0795 0.2892 0.4388
Si 0.0319 0.467 -0.6536
Si 0.0154 0.0062 -0.0032
Si 0.0204 -0.0092 -0.0015
Si 0.0093 -0.0046 -0.0058
Si 0.0123 -0.0058 -0.0061
Si 0.0059 0.0048 0.0079
Si 0.008 -0.0175 -0.0049
Si 0.0043 0.0041 -0.004
Si -0.0044 0.0127 0.0155
Si 0.0022 0.0003 0.0271
Si 0.0312 0.0139 0.0386
Si 0.0045 0.004 0.0167
Si -0.01 0.0254 0.0102
Si 0.0002 0.0061 -0.0128
Si -0.0071 0.0211 0.0206
Si -0.0024 0.0144 0.0028
Si -0.0285 0.0122 -0.0142
Si -0.0359 -0.0013 -0.0251
Si -0.0313 0.0148 0.0902
Si 0.0978 -0.0331 -0.1084
Si 0.0222 -0.0116 -0.0088
Si -0.012 -0.003 -0.0127
Si 0.0129 -0.0266 -0.0103
Si 0.0069 0.0191 -0.0696
Si -0.0038 0.0085 -0.0215
O 0.0092 0.0039 0
O -0.0095 0.0065 -0.0167
O 0.022 -0.0255 -0.0067
O -0.0349 0.0194 -0.0087
O -0.0126 0.0132 -0.0032
O 0.0022 0.0006 0.0152
O 0.0137 -0.0116 0.0122
O 0.0005 -0.0024 0.0119
O 0.0602 -0.1847 1.1368
O -0.0755 0.1242 0.1149
O 0.0021 -0.0177 0.0521
O 0.008 -0.0019 0.0006
O 0.009 0.0019 -0.0068
O -0.0303 0.001 -0.0041
O -0.0132 0.0175 0.0335
O 0.0688 0.1214 -0.0993
O -0.015 0.0125 -0.0124
O -0.0117 0.0101 -0.0147
O -0.0055 0.0035 0.0007
O 0.004 -0.0066 0.0107
O 0.0125 -0.0133 0.008
O 0.0077 -0.007 0.0038
O 0.0044 -0.006 0.0124
O 0.0055 -0.0069 0.0057
Si -0.0146 -0.0029 -0.0125
Si 0.0235 -0.0883 -0.0147
Si 0.0141 0.0216 -0.0093
Si 0.0039 0.0049 -0.011
Si 0.08 -0.0288 -0.002
Si -0.004 0.0033 0.0012
Si -0.0045 0.0126 -0.008
Si 0.0052 -0.0017 -0.0026
Si 0.0408 0.0027 -0.0064
Si 0.004 0.0049 -0.0078
Si 0.0071 0.0029 -0.0112
Si -0.1022 -0.1801 0.009
Si 0.3234 0.4568 -0.0426
Si -0.0131 -0.0618 -0.0501
Si -0.023 0.0068 0.0067
Si 0.0008 -0.0093 -0.013
Si 0 -0.0062 -0.013
Si 0.0077 -0.1087 0.1734
Si 0.0054 -0.0022 -0.013
Si -0.0013 0.0056 -0.0072
Si -0.0027 -0.0049 -0.0087
Si -0.0024 -0.0139 -0.0163
Si -0.0073 0.0132 -0.0148
Si -0.0139 -0.0021 -0.0091
Si 0.012 -0.0057 -0.0035
Si -0.0131 -0.0169 -0.0003
Si 0.0071 -0.0188 0.0051
Si -0.0043 0.0057 -0.0117
Si 0.0051 -0.0059 -0.01
Si -0.0089 -0.0104 -0.0038
Si 0.004 0.0018 -0.0054
Si 0.0634 0.2337 0.1644
Si -0.0675 -0.0067 0.028
Si -0.0123 -0.0238 -0.0257
Si 0.0047 0.006 -0.0157
Si 0.0011 -0.0054 0.0032
Si -0.0238 -0.0079 0.0485
Si -0.0031 -0.0076 -0.0104
O -0.004 0.0003 0.0043
O 0.0025 -0.0021 -0.0001
O 0.0118 -0.0034 -0.0062
O -0.004 -0.0106 -0.0092
O 0.0076 0.0167 -0.0032
O -0.005 0.0064 -0.0071
O -0.5728 -0.6111 -0.2523
O -0.0035 0.0011 0.0058
O -0.0122 0.0261 0.0015
O 0.0123 0.011 0.008
O 0.0092 -0.0096 0.0101
O -0.0062 0.0107 -0.0141
O -0.0051 -0.0031 0.0148
O 0.0183 -0.0012 -0.0089
O 0.7307 -0.4194 -0.5489
O -0.0002 -0.0004 0.0078
O 0.0112 0.0231 0.0044
O -0.0057 0.0023 -0.0032
O -0.0049 0.0002 0.0057
O -0.0012 -0.0067 0.0008
O 0.0017 0.0019 0.0088
O 0.0035 -0.0003 -0.0076
O 0.0173 0.0134 0.006
O -0.0038 0.001 0.0158
O 0.0043 0.0002 -0.0013
O 0.0001 0.0021 0.0046
O -0.0027 0.0019 0.0186
O -0.0586 -0.0016 -0.0459
O -0.0088 0.098 -0.0186
O 0.0009 -0.0004 0.0104
O 0.0027 0.0047 0.0004
O 0.0376 0.0088 -0.0565
O 0.0159 -0.022 0.0504
O -0.0008 -0.0012 0.0144
O -0.0012 -0.0032 0.0058
O -0.0037 0.0051 0.0053
O -0.0049 -0.0074 0.001
O 0.0002 0.0196 0.0079
O -0.0072 0.0003 0.0122
O -0.0198 0.0558 0.0057
O -0.0039 -0.0007 0.0101
O -0.0142 -0.016 0.0088
O -0.0016 -0.0014 0.0058
O 0.0111 -0.0019 0.0008
O 0.0098 0.001 0.0069
O -0.0022 -0.0023 0.0046
O 0.0119 -0.0003 0.0017
O -0.5412 0.6614 -0.46
O -0.0047 -0.007 0
O -0.0041 -0.003 0.0108
O 0.0197 -0.0224 -0.0547
O -0.005 -0.0039 0.0152
O -0.005 -0.0045 0.0089
O -0.0699 -0.0667 0.008
O 0.0028 -0.0089 0.0121
O -0.0017 -0.0027 0.0086
O -0.0045 -0.0021 0.0063
O -0.0003 0.0015 0.0106
O 0.0017 -0.0073 -0.0036
O -0.0076 0.0147 -0.0219
O 0.0037 0.0135 0.0051
O 0.0052 0.0104 0.006
O -0.0028 -0.0051 0.0095
O -0.0108 -0.0045 0.009
O -0.0012 -0.0142 -0.0527
O 0.0071 0.0021 -0.0048
O -0.0062 0.0078 -0.0007
O -0.0037 0.0072 0.0084

The program warned: the cutoff lies below the one the program advises for these potential files; the exchange-correlation potential is rough where the density is thin.
